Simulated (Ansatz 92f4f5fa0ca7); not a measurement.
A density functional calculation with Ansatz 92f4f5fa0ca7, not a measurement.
Periodic cell of 237 atoms, Si145O90As2, from a study of silicon, its oxide and their interface. The atomic structure is a simulated model.
Doubt: the cutoff is far below the 930 eV that the study's wrapper takes by default for these files, so forces and energies are approximate.
This geometry differs little from another in the collection (a relaxation step or a small displacement).

Settings: functional PBE; potential files Ansatz PAW; basis plane waves; wave-function cutoff 580 eV; density cutoff ratio 5; exchange-correlation grid ratio 1; k mesh 1 x 1 x 1, Gamma-centred; self-consistency stop 5e-08 eV per atom in the density residual; occupations fixed; spin none; net charge 0.

Cell vectors (angstrom)
a 11.6015 0 0
b 0 10.938 0
c 0 0 32.0622

Atoms and the computed forces on them: element, x, y, z (angstrom), force x, y, z (eV/angstrom)
Si -0.1745 -0.0704 23.2635 -0.0018 0.0019 -0.0008
Si 3.6858 0.2169 23.0892 0.0008 -0.0019 0.0004
Si 7.568 -0.1328 23.4337 -0.0002 0.001 0.0014
Si 1.6991 1.3804 23.4089 -0.0008 -0.0008 -0.0006
Si 5.7524 1.4115 23.1848 0.0002 0.0002 -0.0032
Si 9.4626 1.2251 23.3448 0.0009 -0.0007 0
Si 0.187 5.3335 23.4361 0.0004 -0.001 -0.0017
Si 4.139 5.2975 23.3834 0.0024 -0.0007 -0.0025
Si 8.0538 5.6023 23.5461 0.0012 0.0002 -0.001
Si 2.1865 6.6039 23.3744 -0.0017 0.0024 0.0009
Si 5.9891 6.7637 23.4663 -0.002 0.0003 -0.0004
Si 10.0217 6.8714 23.5983 -0.0017 -0.0016 -0.0034
Si 1.914 2.6709 25.3745 0.0011 -0.0001 0.0007
Si 5.8412 2.6556 25.2529 0.0011 0.0003 -0.001
Si 9.6484 2.6849 25.25 0.0001 -0.0005 -0.0013
Si 11.6113 4.017 25.3644 0.0005 -0.0003 0.0005
Si 3.9048 3.9764 25.3144 -0.0011 0.0004 0.001
Si 7.7563 4.0853 25.3386 0.0005 0.0018 0.0015
Si 1.9889 8.1568 25.2026 0.0016 0.0002 0.0015
Si 5.7869 8.1692 25.3495 0.0002 -0.0003 0.0012
Si 9.7238 8.2672 25.4301 0 0.0015 0.0017
Si 11.6518 9.5642 25.2616 0 -0.0006 -0.0004
Si 3.8793 9.5949 25.0641 -0.0001 0.0002 -0.0027
Si 7.7023 9.5225 25.3967 0.0001 0.0003 0.0003
Si 11.6602 -0.0083 27.2068 -0.0009 -0.0006 -0.001
Si 3.9103 -0.0526 27.1188 0.0003 0.0003 -0.0015
Si 7.7677 -0.0149 27.2762 0.0011 -0.0005 0.0006
Si 1.9946 1.3163 27.273 -0.0002 -0.0005 0.0007
Si 5.8366 1.323 27.2044 -0.0012 0.0003 -0.0007
Si 9.7059 1.3338 27.2018 0 0.0003 -0.0002
Si 11.6015 5.4701 27.2299 0.0001 0.0003 0.0008
Si 3.8558 5.4227 27.2113 -0.0008 -0.0006 0.0009
Si 7.7213 5.4595 27.2594 -0.0003 -0.0005 0
Si 1.9471 6.8274 27.1831 -0.0002 -0.0006 -0.001
Si 5.7689 6.8001 27.2623 0.0013 0.0002 0.0006
Si 9.6634 6.8155 27.2802 -0.0008 -0.0009 -0.0005
Si 1.9514 2.7247 29.1718 -0.003 0.0006 -0.0002
Si 5.7998 2.7105 29.1404 -0.0005 0.0002 0.0032
Si 9.6865 2.7233 29.1406 -0.001 -0.0007 0.0019
Si 0.0168 4.0969 29.16 0.0004 0.0002 -0.0007
Si 3.874 4.0892 29.1654 0.0021 0.0003 -0.001
Si 7.7367 4.0785 29.1724 0.0003 0.0005 -0.0021
Si 1.9498 8.1865 29.1389 0.0001 -0.0007 0.0006
Si 5.7966 8.1919 29.1709 0.0023 -0.0006 -0.0027
Si 9.6782 8.205 29.1856 0.0007 0.0004 -0.0042
Si 0.017 9.5598 29.1495 -0.0003 0.0011 0.0028
Si 3.878 9.5691 29.1205 -0.002 0.0013 0.0043
Si 7.7382 9.5492 29.1876 -0.0017 0.0002 -0.0006
Si 0 0 31.0965 0.0319 0.0402 -0.0656
Si 3.8672 0 31.0965 -0.0041 0.0167 -0.2161
Si 7.7343 0 31.0965 -0.026 0.0522 0.1056
Si 1.9336 1.3673 31.0965 0.0006 -0.066 0.077
Si 5.8008 1.3673 31.0965 0.0057 0.0039 -0.1365
Si 9.6679 1.3673 31.0965 0.0094 -0.0582 -0.1093
Si 0 5.469 31.0965 0.0267 -0.0322 -0.0357
Si 3.8672 5.469 31.0965 0.0289 0.0191 -0.0261
Si 7.7343 5.469 31.0965 -0.0135 -0.0439 -0.0111
Si 1.9336 6.8362 31.0965 0.0041 -0.0314 -0.0842
Si 5.8008 6.8362 31.0965 -0.0278 -0.068 0.0792
Si 9.6679 6.8362 31.0965 0.0591 -0.1564 0.1559
Si 1.9336 2.7345 0.9679 -0.0319 0.0096 0.0793
Si 5.8008 2.7345 0.9679 -0.0336 0.0166 -0.2007
Si 9.6679 2.7345 0.9679 0.0494 0.0104 0.0587
Si 0 4.1018 0.9679 -0.0897 0.0504 -0.0774
Si 3.8672 4.1018 0.9679 0.0152 0.0516 0.0944
Si 7.7343 4.1018 0.9679 0.0858 0.0626 0.0621
Si 1.9336 8.2035 0.9679 0.0228 0.0302 -0.1035
Si 5.8008 8.2035 0.9679 0.0436 0.142 -0.1139
Si 9.6679 8.2035 0.9679 -0.0709 0.0686 0.2289
Si 0 9.5708 0.9679 0.0079 0.0391 0.2812
Si 3.8672 9.5708 0.9679 -0.142 -0.13 -0.0307
Si 7.7343 9.5708 0.9679 0.0889 -0.0587 -0.0308
Si 11.6064 -0.0104 2.9609 0.0027 0.0096 0.0078
Si 3.8269 -0.0016 2.9016 0.0075 0.0012 -0.0017
Si 7.7573 -0.0023 2.8961 -0.0001 -0.0075 0.0169
Si 1.9139 1.3998 2.9247 0.0048 0.0041 -0.0054
Si 5.7903 1.2898 2.8156 -0.0076 0.0055 0.0038
Si 9.6768 1.3659 2.9116 -0.0019 0.0051 0.0022
Si 11.5705 5.5079 2.8689 0.0034 -0.0022 -0.0059
Si 3.8846 5.5068 2.8955 -0.0042 -0.0029 0.0005
Si 7.7449 5.506 2.8918 -0.0011 0.0023 0.0022
Si 1.9157 6.8318 2.8891 -0.0042 0.0014 0.0038
Si 5.82 6.8547 2.8844 -0.0001 0.0072 -0.0014
Si 9.6725 6.907 2.9768 0.0055 0.0217 -0.017
Si 1.9068 2.9022 4.7779 -0.0134 0.0034 0.0054
Si 5.7384 2.6109 4.7179 0.0004 -0.0134 -0.0057
Si 9.6034 2.775 4.8216 -0.0111 -0.0105 0.0014
Si 11.51 4.1913 4.8061 0.0088 0.0177 0.0166
Si 3.9182 4.1195 4.8037 -0.0064 -0.0014 0.0032
Si 7.6106 4.012 4.7202 0.003 0.0077 0.0166
Si 1.8881 8.1745 4.8275 0.0088 -0.0002 -0.0052
Si 5.8241 8.275 4.7711 0.0064 0.001 -0.0083
Si 9.6983 8.2869 4.9583 -0.0043 -0.0139 -0.0119
Si 11.6399 9.6795 5.0164 0.0041 0.004 -0.0197
Si 3.8252 9.4955 4.7947 0.0042 -0.006 0.0024
Si 7.7642 9.6546 4.8851 0.0014 -0.0029 -0.0169
Si 11.7195 0.3983 6.8577 -0.0139 -0.0007 -0.0328
Si 3.7883 -0.0438 6.663 0.0044 0.0024 0.0008
Si 7.792 0.0458 6.8908 0.014 -0.003 -0.0033
Si 2.1415 1.5933 6.6879 0.0155 -0.0094 -0.0042
Si 5.7574 1.2362 6.6512 -0.0046 0.001 -0.0086
Si 9.6833 1.5454 6.8476 0.0184 0.0053 -0.0105
Si 11.4963 5.594 6.7246 0.0115 -0.023 -0.0212
Si 3.9513 5.4326 6.7956 -0.017 -0.0006 0.0012
As 7.7061 5.5434 6.5606 0.033 0.04 -0.0186
Si 1.9647 6.7013 6.6862 -0.0071 0.0079 0.0029
Si 5.7827 6.9519 6.6994 0.022 -0.0173 -0.011
As 9.7721 7.264 7.22 -0.0402 -0.0445 0.0103
O 10.8403 8.6546 7.9461 -0.0927 -0.1765 -0.2373
O 7.8147 9.8956 8.1766 -0.0107 0.003 0.0106
O 7.2145 4.6063 8.0597 -0.0186 -0.0222 0.0183
O 3.3915 10.3573 8.2078 -0.0013 0.0001 0.0018
O 2.1327 7.6055 8.0524 0.0189 -0.0078 0.0031
O 4.0435 4.6031 8.2496 0.0035 -0.0014 -0.0015
O 9.7569 2.5053 8.2189 -0.0044 0.0018 0.0069
O 2.6703 2.3825 8.0868 -0.0091 -0.0014 0.002
O 11.4085 4.5949 8.0403 -0.0098 -0.0029 0.0147
O 5.406 2.3604 7.8138 -0.0028 0.0072 0.0093
O 6.0353 7.8856 8.0525 -0.0069 0.0093 0.0182
O 11.7296 10.9723 8.4805 0.0598 0.1472 0.032
O 11.3171 10.0676 21.789 -0.0004 -0.0004 -0.0021
O 3.2507 10.757 21.5026 0.0009 -0.0004 -0.002
O 5.8111 7.7577 22.1397 -0.0004 -0.0002 -0.0009
O 4.2336 4.4485 21.9325 -0.0014 0.0009 -0.0004
O 7.6931 9.6921 22.1729 0 -0.0002 -0.0023
O 10.2878 7.6841 22.1765 0.0007 -0.0018 -0.0006
O 1.6185 2.409 22.1084 0.0001 0.0008 -0.0028
O 5.9697 2.4494 21.88 -0.0009 -0.0005 -0.0011
O 8.4817 4.7131 22.204 -0.0006 0.0035 -0.0007
O -0.0242 4.4871 21.9998 -0.0006 0.0008 -0.0007
O 2.3854 7.4424 21.9589 0.0006 0.0014 0.0004
O 9.1518 1.884 21.8497 0.0004 -0.0015 -0.0014
Si 2.109 7.8953 9.6316 -0.0149 0.0199 -0.0066
Si 5.0717 0.5965 17.6576 -0.0002 -0.0005 0.0049
Si 2.5467 5.4614 14.0021 0.001 0.0025 0.0037
Si 10.6862 3.8683 14.0491 0.001 -0.0045 0.0058
Si 8.3571 2.4099 15.2279 0.0021 -0.0057 0.0037
Si 9.5675 2.2581 20.3242 -0.0005 -0.0003 0.005
Si 10.4862 3.719 9.0548 0.012 0.0032 -0.0098
Si 0.1001 2.3678 11.5565 -0.0124 -0.0046 0.0136
Si 11.0591 8.1683 15.3649 0.0055 0.0028 0.0096
Si 5.2187 6.95 13.9582 0.0018 0.001 0.0051
Si 5.8049 2.6529 11.1069 0.0036 -0.0009 0.0054
Si 8.6043 7.6813 19.3696 0.0002 0.0006 0.0058
Si 8.1401 4.861 20.6218 -0.0006 -0.0006 0.0038
Si 5.9643 9.61 15.1708 -0.0004 0.0005 0.0043
Si 2.1398 7.6477 20.3658 0.0013 -0.0015 0.0022
Si 1.9946 4.9089 18.794 -0.0013 0.0031 0.0033
Si 4.5506 3.4569 17.9953 -0.0003 -0.0002 0.0053
Si 8.5399 8.943 16.797 0.0006 0.0045 0.0046
Si 0.8775 9.5403 13.3126 0.0033 0.0102 0.0159
Si 9.9909 10.7161 11.7316 0.0037 0.0084 0.0022
Si 5.3765 3.7148 21.0096 0.0009 -0.0007 0.0034
Si 0.6578 5.5719 16.2539 0.0006 0.0022 0.0044
Si 11.2378 9.5861 9.1858 0.0386 0.0524 0.1906
Si 6.5848 8.8958 21.2698 -0.0017 0 0.0014
Si 7.1519 7.1136 11.4315 -0.0037 -0.0021 0.0065
Si 2.7247 0.7688 12.1444 -0.0015 -0.0031 0.0054
Si 10.9015 8.6689 21.0379 -0.001 0.0001 0.004
Si 6.0947 4.3275 15.6012 -0.0007 0.0023 0.0059
Si 7.1532 0.5094 12.9402 0.0021 0 0.0084
Si 4.1147 2.9947 8.5829 0.0043 -0.002 -0.0062
Si 0.948 6.8066 11.8941 0.0103 0.003 0.0095
Si 6.6999 9.0384 9.0248 0.0011 0.0023 -0.0072
Si 0.6957 3.3022 21.1195 0.0018 -0.0015 0.0051
Si 9.8776 6.5152 12.8507 -0.0039 0.0042 0.0062
Si 7.6662 4.585 9.6285 -0.0161 0.0054 -0.021
Si 3.9991 10.0947 20.1966 -0.0004 0.0014 0.0057
Si 4.3108 3.066 13.5084 -0.0046 -0.0006 0.0059
Si 3.9881 10.0288 9.7007 -0.0063 -0.0112 0.0054
Si 8.0944 0.8002 18.0024 0.0011 -0.0017 0.0039
O 11.6746 3.2144 12.9416 -0.0003 0.0028 -0.0035
O 9.2963 4.6187 9.7331 -0.0028 0.0003 0.0051
O 8.8124 3.6145 19.8458 -0.0002 -0.0005 -0.0035
O 4.0787 -0.0505 18.7817 -0.0001 -0.0003 -0.0026
O 11.4258 4.5483 15.3202 -0.001 0.0017 -0.0025
O 10.0896 9.9071 10.3102 -0.0248 -0.0066 0.0377
O 3.7962 1.5818 13.0751 0.0025 0.004 -0.0004
O 0.6955 9.1112 14.8768 -0.0023 -0.0027 0.0094
O 6.5108 0.9972 18.3447 0.0025 0.001 -0.0043
O 4.8122 3.1752 19.5873 0.0006 0.0013 -0.0012
O 6.305 1.2154 11.7271 -0.0005 0.0012 -0.0002
O 0.9503 9.0004 9.9565 0.0159 -0.0213 0.0422
O 5.7084 4.3113 17.199 0.0003 0.0006 -0.0043
O 8.4859 7.1048 12.332 0.0043 0.0009 0.0035
O 4.4577 2.6536 10.1464 -0.0067 -0.0008 -0.0029
O 2.1346 5.7258 15.5563 -0.0008 0.0004 -0.0027
O 3.4947 0.0452 10.9072 0.0034 0.0007 0.0001
O 5.9503 7.2336 12.5239 0.002 0.002 -0.0033
O 2.385 6.3395 19.4489 -0.0007 -0.0014 -0.0026
O 0.7302 5.0117 17.7764 0.0013 -0.0014 -0.0004
O 8.4628 10.6958 12.3032 -0.0056 0.0013 0.002
O 5.5996 10.1311 9.5264 -0.003 0.0026 0.0019
O 0.5991 8.1325 20.2159 0.0005 0.0004 -0.0006
O 9.8577 2.6322 14.6843 -0.0113 -0.0026 -0.0002
O 2.0284 10.6657 13.1822 0.0095 0.0102 -0.0012
O 9.9753 9.1283 16.0773 0.0005 -0.003 -0.0028
O 6.21 10.3854 13.7508 0.0018 0.0034 -0.0037
O 7.5697 1.6101 14.0591 0.0034 0.0032 0.0057
O 1.6915 3.8899 20.0024 -0.0022 -0.0015 -0.0019
O 5.9354 5.796 14.8925 0.0005 -0.0004 -0.0017
O 7.376 8.9591 15.6737 0.0004 0.0006 -0.0029
O 1.5702 1.6882 11.4654 0.0057 -0.0045 -0.0016
O 7.2698 8.36 10.3835 0.0046 0.0064 -0.0025
O 4.3507 2.0057 17.2625 0 0.0008 -0.0024
O 7.0877 3.2127 10.2865 0.0039 -0.0059 0.0024
O 11.5746 7.0386 16.4056 -0.0017 0 -0.0021
O 8.3187 10.1584 17.8197 -0.0017 0.0064 -0.0038
O 3.5586 8.4947 10.0728 0.0005 0.0081 -0.0005
O 7.6489 3.8598 15.4718 -0.0003 -0.0015 -0.0024
O 3.2092 4.3473 17.8893 -0.0011 0 -0.0022
O 2.9635 3.9272 13.7226 0.001 -0.0017 -0.0035
O 1.3953 8.2452 12.4933 0.0151 -0.0241 -0.0117
O 1.2708 5.7026 13.0303 -0.006 0.0016 -0.0047
O 5.0268 8.3241 14.8237 0.0008 0.0002 -0.0019
O 11.1876 2.4168 20.3153 -0.0004 -0.0002 -0.0026
O 11.0154 10.0419 12.8009 -0.02 -0.0003 -0.0058
O 5.3361 3.6177 12.3487 0.0005 0.0019 -0.0022
O 5.1562 3.1832 14.8918 0.0001 0.0017 -0.0046
O 6.5077 4.8238 20.5741 0.0004 0.0001 -0.0024
O 8.4474 1.5873 16.6258 -0.0024 0.0015 -0.0053
O 10.4517 1.3231 11.5274 -0.0006 0.0018 0.0009
O 10.9497 6.6826 11.6223 -0.0026 0.0057 -0.0051
O 3.2316 8.7182 19.8296 -0.0019 -0.001 -0.0021
O 1.7763 6.5564 10.5097 -0.0039 -0.0075 -0.0018
O 7.1863 8.2147 19.9413 0.0001 -0.0001 0.0003
O 8.5311 7.6012 17.7375 -0.0008 0.0004 -0.0036
O 3.7287 6.4621 13.5624 -0.0027 -0.0002 -0.0005
O 9.7139 4.9593 13.3104 -0.0003 0.0041 -0.005
O 5.5236 9.9843 20.7395 0.0014 -0.0015 -0.0029
O 10.3655 7.4093 14.1086 -0.0012 -0.0019 -0.0091
O 8.799 6.1774 19.949 -0.0003 -0.0016 -0.0031
O 7.0125 5.7867 10.506 -0.0007 -0.0011 0.002
O 5.2994 10.5647 16.3413 -0.001 0.0006 -0.0019
O 9.081 1.1636 19.2372 -0.0017 -0.0006 -0.0043
O 11.5116 3.2817 10.2285 0.0021 0.0022 -0.0068
O 9.7637 8.72 19.8727 0.0006 -0.0003 -0.0031

Results
free energy: -153071.218 eV
free energy less fixed offsets of As -4856.12, O -568.88, Si -635.61 eV per atom: 3.672 eV

The program warned: the cutoff lies below the one the program advises for these potential files; the exchange-correlation potential is rough where the density is thin.
